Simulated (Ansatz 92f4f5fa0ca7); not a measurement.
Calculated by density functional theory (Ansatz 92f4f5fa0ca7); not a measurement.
Periodic cell of 264 atoms, Si154O98B12, from a study of silicon, its oxide and their interface. The atomic structure is a simulated model.
Doubt: the cutoff is far below the 930 eV that the study's wrapper takes by default for these files, so forces and energies are approximate.
This geometry differs little from another in the collection (a relaxation step or a small displacement).

Settings: functional PBE; potential files Ansatz PAW; basis plane waves; wave-function cutoff 580 eV; density cutoff ratio 5; exchange-correlation grid ratio 1; k mesh 1 x 1 x 1, Gamma-centred; self-consistency stop 5e-08 eV per atom in the density residual; occupations fixed; spin none; net charge 0.

Cell vectors (angstrom)
a, 11.6015, 0, 0
b, 0, 13.3963, 0
c, 0, 0, 30.8883

Atoms and the computed forces on them: element, x, y, z (angstrom), force x, y, z (eV/angstrom)
Si, 11.585, 0.099, 24.0333, 0.0412, 0.0006, -0.0162
B, 3.8683, 0.0159, 24.7776, -0.0516, 0.0424, 0.0118
B, 7.5354, 0.0481, 24.746, 0.0531, 0.0256, 0.005
B, 2.034, 3.318, 24.7425, 0.0184, 0.0035, 0.0281
B, 5.683, 3.1958, 24.7847, -0.0267, 0.0242, 0.0192
Si, 9.7322, 3.3599, 24.2361, 0.011, -0.0196, 0.0008
Si, 11.3797, 6.8177, 24.2189, 0.0113, 0.0145, -0.0021
Si, 3.8221, 6.7742, 24.3391, -0.0332, -0.0878, -0.0275
Si, 7.5984, 6.6105, 24.481, 0.054, -0.0209, 0.0075
B, 2.0334, 10.1761, 24.76, -0.0658, 0.0181, 0.0066
B, 5.6879, 10.2302, 24.8045, 0.0185, -0.0326, 0.0003
Si, 9.5929, 10.182, 24.0921, -0.0053, 0.0166, -0.0108
Si, 11.8115, 2.3226, 24.9506, -0.0202, 0.0119, -0.0052
Si, 3.8423, 2.1764, 24.9069, 0.0284, -0.0291, 0.0333
Si, 7.5197, 2.1367, 24.8402, 0.0174, -0.0252, 0.0285
Si, 1.8546, 5.4219, 24.7883, -0.0086, 0.0331, -0.0021
Si, 5.6623, 5.2956, 24.9962, 0.0271, 0.0209, 0.0086
Si, 9.6039, 5.5978, 25.2297, -0.0398, 0.0153, 0.0107
Si, 11.7651, 9.1587, 24.8914, 0.0058, -0.0132, -0.0086
Si, 3.858, 9.1994, 24.9901, 0.058, 0.0067, 0.0361
Si, 7.4738, 9.076, 24.8921, -0.0206, 0.0063, 0.005
Si, 2.0692, 12.2647, 24.8058, 0.0483, -0.0036, 0.0331
Si, 5.7192, 12.3586, 24.908, -0.0156, -0.0043, 0.0736
Si, 9.4286, 12.4947, 24.8426, -0.0544, -0.0106, 0.0081
Si, 11.6236, 2.2039, 27.3307, 0.006, -0.0001, 0.0073
Si, 3.871, 2.2239, 27.3569, -0.0044, 0.0019, -0.0475
Si, 7.7264, 2.2108, 27.2891, 0.001, 0.0085, -0.0262
Si, 1.9017, 5.5663, 27.2445, -0.0084, -0.0048, -0.007
Si, 5.7729, 5.557, 27.3616, 0.0035, -0.0058, -0.0079
Si, 9.6813, 5.545, 27.5188, 0.0042, -0.0063, -0.0083
Si, 11.6065, 8.9521, 27.2883, -0.0012, 0.0004, 0.0052
Si, 3.8604, 8.9564, 27.382, -0.0098, 0.0008, -0.0056
Si, 7.7194, 8.9455, 27.2879, 0.0006, -0.0068, 0.0024
Si, 1.9299, 12.2695, 27.2705, -0.0113, -0.0048, -0.0301
Si, 5.7895, 12.2706, 27.3599, 0.0024, -0.0052, -0.0395
Si, 9.649, 12.2855, 27.255, 0.012, 0.0036, 0.0031
Si, 1.9421, 1.0909, 28.123, -0.0032, 0.0026, 0.0118
Si, 5.8075, 1.1116, 28.1289, -0.0066, -0.0025, -0.0087
Si, 9.6653, 1.099, 28.1, -0.0057, 0.006, 0.0049
Si, 11.6371, 4.4287, 28.1524, 0.0027, 0.0009, 0.0126
Si, 3.831, 4.4678, 28.1211, 0.0013, -0.0021, 0.0124
Si, 7.7063, 4.4338, 28.1452, 0.0018, -0.0098, 0.0128
Si, 1.9181, 7.8046, 28.0963, 0.0018, -0.0009, 0.0058
Si, 5.8027, 7.8164, 28.1114, 0.0023, -0.0021, 0.0074
Si, 9.6658, 7.835, 28.11, 0.0008, 0.0035, 0.0073
Si, 11.5896, 11.1738, 28.0968, 0.0075, 0.0079, -0.0018
Si, 3.8461, 11.1776, 28.1417, 0.0089, 0.0014, -0.0163
Si, 7.7407, 11.1606, 28.1167, -0.0127, 0.0055, -0.0094
Si, 1.9336, 1.1164, 30.4934, 0.0514, -0.1162, 0.025
Si, 5.8008, 1.1164, 30.4934, -0.0076, -0.0211, 0.0442
Si, 9.6679, 1.1164, 30.4934, -0.0149, -0.0021, -0.1297
Si, 0, 4.4654, 30.4934, 0.1848, -0.1316, 0.2052
Si, 3.8672, 4.4654, 30.4934, -0.1407, -0.0567, 0.0428
Si, 7.7343, 4.4654, 30.4934, -0.1136, -0.1967, 0.1533
Si, 1.9336, 7.8145, 30.4934, -0.0247, -0.0962, -0.1925
Si, 5.8008, 7.8145, 30.4934, -0.0018, -0.04, -0.0765
Si, 9.6679, 7.8145, 30.4934, -0.0048, 0.1466, -0.065
Si, 0, 11.1635, 30.4934, -0.0527, 0.061, -0.237
Si, 3.8672, 11.1635, 30.4934, -0.038, 0.0752, 0.1515
Si, 7.7343, 11.1635, 30.4934, 0.0129, 0.0313, -0.0242
Si, 0, 0, 0.3944, 0.0206, -0.0524, -0.1144
Si, 3.8672, 0, 0.3944, 0.004, 0.0619, 0.1178
Si, 7.7343, 0, 0.3944, -0.0245, -0.0102, -0.03
Si, 1.9336, 3.3491, 0.3944, -0.0651, 0.1068, 0.0918
Si, 5.8008, 3.3491, 0.3944, 0.0879, -0.0048, 0.0239
Si, 9.6679, 3.3491, 0.3944, -0.02, 0.0323, 0.0115
Si, 0, 6.6981, 0.3944, 0.0265, 0.0401, 0.0115
Si, 3.8672, 6.6981, 0.3944, 0.017, 0.0695, -0.1129
Si, 7.7343, 6.6981, 0.3944, 0.0022, 0.0344, 0.0339
Si, 1.9336, 10.0472, 0.3944, -0.0033, -0.0046, -0.2765
Si, 5.8008, 10.0472, 0.3944, -0.0071, 0.0103, -0.1155
Si, 9.6679, 10.0472, 0.3944, 0.1134, 0.041, -0.1078
Si, 11.6106, 0.0002, 2.7512, -0.0024, -0.0071, 0.0114
Si, 3.8738, 0.0133, 2.7772, -0.0006, -0.0105, -0.0023
Si, 7.7312, 0.0105, 2.7617, 0.0111, -0.0057, 0.0073
Si, 1.9333, 3.3503, 2.7661, -0.0032, 0.0042, 0.001
Si, 5.8025, 3.3403, 2.7654, 0.0039, 0.0012, 0.0025
Si, 9.6718, 3.3409, 2.768, -0.0001, -0.0019, 0.0039
Si, 11.6042, 6.7027, 2.773, 0.0008, 0.0102, -0.0012
Si, 3.8796, 6.6988, 2.752, -0.0008, 0.0056, 0.012
Si, 7.7566, 6.6971, 2.7797, -0.0007, 0.0056, -0.0048
Si, 1.9464, 10.0394, 2.7373, 0.0061, -0.0006, 0.0287
Si, 5.8238, 10.0598, 2.7553, 0.0014, -0.0006, 0.0126
Si, 9.7025, 10.0708, 2.748, 0.003, -0.0003, 0.0058
Si, 11.6025, 2.2155, 3.5469, 0.0002, 0.0106, 0.0091
Si, 3.8615, 2.2575, 3.5705, -0.0006, -0.0023, 0.0026
Si, 7.7428, 2.2253, 3.5798, 0.002, 0.0026, 0.0084
Si, 1.95, 5.5964, 3.5435, 0.0054, -0.0022, 0.0004
Si, 5.8045, 5.5736, 3.5361, 0.0064, 0.0038, 0.0096
Si, 9.686, 5.5717, 3.5874, -0.0001, 0.0043, -0.0058
Si, 11.6247, 8.9449, 3.5613, 0.0043, -0.0087, 0.0178
Si, 3.8806, 8.9409, 3.5288, -0.0029, 0.0088, 0.0084
Si, 7.781, 8.9588, 3.5204, 0.0004, -0.0046, 0.0106
Si, 1.9409, 12.2595, 3.5216, 0.0168, 0.0007, 0.0182
Si, 5.806, 12.2806, 3.5629, -0.0102, -0.0025, 0.0177
Si, 9.671, 12.3004, 3.5365, -0.005, 0.0015, 0.0322
Si, 11.4543, 2.0334, 5.9242, -0.0087, -0.0312, -0.0048
Si, 3.8288, 2.4568, 5.9522, -0.0045, 0.0177, 0.0084
Si, 7.905, 2.0027, 5.9777, 0.0274, -0.0055, 0.002
Si, 2.0742, 5.7221, 5.9587, 0.0082, 0.0286, 0.0071
Si, 5.6785, 5.4842, 5.9242, -0.0361, 0.0178, -0.0061
Si, 9.6836, 5.601, 5.9671, 0.0031, -0.014, 0.005
Si, 11.7963, 9.0053, 5.993, 0.0152, 0.0438, -0.0321
Si, 3.7375, 8.9818, 5.9541, -0.0202, 0.0317, -0.039
Si, 7.7962, 9.1521, 5.8942, -0.0039, 0.031, -0.0104
Si, 1.9819, 12.0597, 5.9249, -0.0333, -0.0427, -0.0297
Si, 5.7635, 12.0764, 5.9751, 0.0053, -0.0143, 0.0003
Si, 9.7058, 12.2113, 5.9746, 0.0197, -0.0078, -0.0308
Si, 1.9243, 1.0055, 6.6239, -0.0195, 0.0197, 0.0104
Si, 5.76, 1.0737, 6.6672, 0.0058, -0.0013, 0.0095
B, 9.6971, 0.9219, 6.0956, -0.0124, 0.0408, 0.0036
Si, 11.6771, 4.3955, 6.6539, -0.0137, -0.0091, 0.008
B, 3.831, 4.5787, 6.0942, 0.0293, -0.0358, -0.0014
Si, 7.732, 4.3635, 6.6809, -0.0038, -0.0144, 0.0165
B, 1.9795, 7.8785, 6.0858, -0.0175, -0.0289, 0.0152
Si, 5.8248, 7.8749, 6.516, 0.0385, -0.0346, 0.0256
Si, 9.7515, 7.8913, 6.7267, -0.0095, 0.0027, 0.0284
B, 11.6747, 11.1127, 6.0859, 0.0051, -0.0067, 0.0093
B, 3.8464, 11.0468, 6.0784, 0.0197, 0.0152, -0.0091
B, 7.7519, 11.2167, 6.0917, -0.0181, -0.0232, -0.0186
O, 5.6674, 1.1362, 8.3462, 0.0032, -0.0033, -0.0215
O, 7.7665, 4.4839, 8.36, 0.0088, -0.0005, -0.0251
O, 9.7562, 7.7473, 8.3989, 0.0043, -0.0079, -0.0224
O, 6.0951, 7.9709, 8.1508, -0.0052, 0.0027, -0.0211
O, 1.9082, 0.8495, 8.2914, 0.0033, -0.0024, -0.0001
O, 0.1692, 4.2684, 8.3127, -0.0022, 0.0054, -0.0293
O, 3.8952, 7.0085, 22.6848, -0.0021, 0.0252, 0.0203
O, 9.6281, 10.115, 22.4152, -0.0001, 0.0037, 0.0269
O, 10.6474, 7.0087, 22.6778, 0.0102, -0.0038, 0.0113
O, 8.0111, 6.2392, 22.8997, -0.019, -0.0062, -0.002
O, 11.4841, 13.6443, 22.3455, -0.0119, 0.0082, 0.0476
O, 10.1072, 3.3739, 22.5888, -0.0036, 0.0017, 0.0305
Si, 5.7332, 12.2499, 13.3113, 0.0012, 0.0002, 0.0019
Si, 7.7717, 6.7388, 15.6524, 0.0002, 0.0036, -0.0015
Si, 7.2207, 7.3902, 20.0254, 0.0006, 0.0019, -0.0046
Si, 8.3168, 1.9887, 14.6631, 0.0017, 0, -0.0002
Si, 9.4491, 4.8331, 11.3327, -0.0013, -0.0005, 0.0104
Si, 0.3448, 3.9628, 9.8916, 0.0007, 0.0014, 0.0269
Si, 9.2515, 6.6028, 21.9089, -0.0182, 0.0163, 0.0018
Si, 9.4141, 7.7879, 9.9899, -0.0004, 0.0023, 0.0173
Si, 6.5905, 5.087, 18.0445, -0.0001, 0.0021, -0.0045
Si, 4.0247, 11.3569, 15.5259, -0.0022, 0.0002, -0.0017
Si, 2.8004, 3.694, 16.0073, -0.0016, -0.0002, -0.0004
Si, 3.0677, 8.2682, 18.9517, -0.0025, -0.0026, -0.0014
Si, 0.8997, 12.4718, 11.9269, -0.0014, -0.0037, 0.008
Si, 5.2733, 1.9201, 9.7147, -0.0026, 0.0021, 0.0203
Si, 0.2413, 8.2927, 19.2527, 0.0018, -0.0003, -0.0037
Si, 10.6688, 13.3096, 14.3297, -0.0018, -0.0014, 0.0043
Si, 11.3638, 9.1872, 16.2769, -0.0013, 0.0024, 0.0004
Si, 3.352, 10.7022, 12.8326, 0.002, 0.0031, 0.0061
Si, 9.6318, 4.6683, 14.5535, -0.0024, -0.0003, 0.0061
Si, 5.3043, 6.768, 14.1737, 0.0038, -0.0022, -0.0013
Si, 0.8501, 7.8235, 13.8869, -0.003, 0.003, 0.0108
Si, 1.9812, 5.8394, 11.7631, 0.0123, 0, 0.0036
Si, 8.3977, 9.6985, 16.1916, 0.002, -0.0006, 0.001
Si, 1.2015, 11.9847, 16.2777, -0.0017, -0.0008, -0.0015
Si, 11.5054, 3.5781, 16.8576, 0.0011, -0.0006, -0.0009
Si, 3.9696, 4.4606, 19.5365, -0.0028, -0.0015, -0.0074
Si, 7.426, 10.2773, 18.9693, 0.0002, -0.0025, -0.0041
Si, 6.0656, 1.6764, 12.494, 0.0009, -0.0031, 0.0077
Si, 4.2241, 1.9525, 18.1808, -0.0013, 0.0023, -0.0041
Si, 7.1737, 1.9394, 17.5654, 0.0014, 0.0006, -0.0027
Si, 2.1004, 1.2868, 9.8416, 0.0014, -0.0033, 0.0105
Si, 8.5316, 11.0949, 13.61, -0.0027, 0.0017, 0.005
Si, 0.8064, 5.1402, 19.3662, 0.0029, 0.0052, -0.0041
Si, 9.9951, 10.3469, 20.8425, 0.0052, -0.0009, -0.0178
Si, 3.0567, 6.9441, 16.0022, -0.001, -0.0007, 0.0026
Si, 10.292, 3.9399, 21.0757, 0.0029, 0.0091, -0.0194
Si, 4.0125, 8.1022, 11.5951, -0.0042, -0.0025, 0.0127
Si, 4.595, 10.8442, 18.6015, -0.0008, 0.0005, -0.0037
Si, 9.8607, 1.7905, 18.9128, -0.0019, 0, -0.0088
Si, 11.5482, 13.1441, 20.7853, 0.0032, -0.0097, -0.0292
Si, 4.4512, 6.6399, 21.224, 0.0016, -0.003, 0.0007
Si, 6.89, 4.5605, 9.7374, -0.0085, -0.0046, 0.016
Si, 4.0515, 4.015, 13.318, 0.002, 0.0011, 0.0063
Si, 6.362, 7.646, 9.7029, -0.0114, 0.0051, 0.0117
Si, 10.8938, 9.8258, 11.9014, 0.0002, 0.0042, 0.0085
Si, 2.3279, 12.9197, 18.9324, -0.0012, -0.0014, -0.0059
O, 5.7119, 1.2983, 17.9582, 0.0016, 0.0001, 0.0025
O, 4.6126, 7.1913, 15.5911, -0.0018, -0.0004, 0.0021
O, 7.0628, 8.6921, 19.076, 0.0019, 0.0003, 0.0045
O, 4.2804, 9.3162, 19.0233, 0, -0.0024, 0.0041
O, 9.5192, 12.1755, 14.2901, 0.0007, 0.0006, 0.0003
O, 8.6215, 10.6737, 20.0017, 0.0018, 0.0004, 0.0108
O, 0.9817, 6.4957, 12.915, 0.0011, -0.0021, -0.0045
O, 2.7111, 12.3261, 15.7214, 0.0017, 0.0006, 0.0034
O, 9.8303, 4.8265, 12.9338, -0.0014, 0.0002, -0.0043
O, 3.0969, 9.4245, 11.8687, 0.0027, -0.0063, -0.0014
O, 2.8223, 7.6048, 17.4738, 0.0013, -0.0002, -0.001
O, 2.3977, 4.7874, 19.1936, 0.0016, 0, 0.0051
O, 1.6934, 9.028, 19.3896, 0.0023, -0.0001, 0.0051
O, 6.2747, 1.39, 10.8988, -0.0049, 0.0031, -0.0087
O, 9.4623, 10.1822, 12.6305, 0.0017, -0.002, -0.0005
O, 1.2106, 2.6134, 10.1644, -0.0008, -0.0013, -0.0043
O, 5.6165, 3.5314, 9.615, 0.0025, -0.0022, -0.0013
O, 3.5161, 11.855, 19.2648, -0.0002, 0.0015, 0.0014
O, 6.2369, 6.0388, 9.9613, 0.0002, 0.0042, -0.0034
O, 2.1452, 11.7873, 12.7296, -0.0017, 0.0008, -0.0009
O, 9.184, 6.0874, 15.1989, -0.0017, -0.0003, -0.0018
O, 0.9057, 10.3651, 16.1069, 0.0001, 0, 0.0019
O, 7.8047, 10.5759, 17.4142, 0.0003, 0.0016, 0.0043
O, 7.456, 1.561, 15.9885, 0.0003, 0.0013, 0.0061
O, 2.9319, 4.6304, 12.3092, -0.0053, 0.0148, -0.0026
O, 10.6496, 2.3682, 17.5769, -0.0002, 0.0013, 0.0046
O, 6.0746, 11.1772, 19.214, 0.0009, 0.0018, 0.0038
O, 7.9179, 4.3011, 11.0077, -0.0014, -0.0004, -0.0044
O, 2.9575, 6.9685, 11.1008, -0.0063, -0.0061, 0.0079
O, 6.8898, 5.7532, 16.5963, 0.0009, 0.0018, 0.0032
O, 1.0809, 5.2532, 10.5597, -0.001, -0.007, 0.0014
O, 4.9865, 5.1304, 18.4131, 0.0018, -0.0013, 0.0047
O, 3.9301, 2.9862, 16.9478, -0.0007, -0.0013, 0.0028
O, 5.1653, 8.4094, 10.5016, 0.009, -0.0086, -0.0097
O, 4.4944, 10.8132, 16.9731, 0.0012, -0.0002, 0.0031
O, 10.4519, 8.8625, 10.6607, -0.0054, -0.0091, -0.0063
O, 8.3915, 1.2538, 18.4244, -0.0014, 0.002, 0.005
O, 3.0607, 0.8345, 18.2998, -0.0003, -0.0011, 0.0046
O, 8.4469, 3.5972, 14.8016, -0.0001, 0.0012, 0.0003
O, 7.8169, 10.1636, 14.7456, -0.0004, 0.002, 0.0029
O, 5.0851, 2.9702, 12.6303, -0.0007, 0.0014, 0.001
O, 5.3671, 12.0335, 14.8951, 0.0008, 0.0001, 0.0021
O, 0.453, 6.715, 19.6554, -0.001, -0.0031, 0.0064
O, 7.4995, 1.744, 13.2704, -0.0025, 0.0003, 0.0008
O, 0.0933, 12.9412, 15.5522, 0.0003, 0.0003, 0.0008
O, 4.9959, 5.1989, 13.8996, -0.0018, 0.0056, 0.0017
O, 5.9308, 7.275, 21.0203, -0.0031, -0.0003, 0.0025
O, 1.5186, 13.2297, 20.3132, -0.0049, 0.0016, 0.0122
O, 11.372, 8.029, 15.1061, 0.0006, -0.0007, 0.0019
O, 10.7969, 9.0615, 20.2205, -0.0051, 0.0063, 0.0115
O, 10.4797, 3.8028, 10.5931, 0.0071, -0.0022, -0.007
O, 9.5859, 2.9596, 20.0014, 0.0023, 0.0066, 0.0154
O, 0.0442, 4.7764, 17.9627, -0.0004, -0.001, 0.0036
O, 3.531, 10.2513, 14.408, -0.0003, -0.0013, 0.0018
O, 7.8312, 8.206, 10.1767, -0.005, -0.0058, -0.0084
O, 7.3603, 6.0059, 19.1596, 0.0016, 0.0002, 0.0058
O, 2.714, 5.3372, 16.0875, 0.0001, 0.0019, 0.0024
O, 7.2823, 11.896, 12.912, -0.0008, -0.0002, 0.0018
O, 9.6376, 6.3403, 10.7202, -0.0017, 0.0033, -0.0054
O, 8.5734, 7.6969, 20.8969, 0.0108, -0.0054, 0.0125
O, 3.2079, 3.2674, 14.4914, 0.0021, 0.0027, -0.0037
O, 4.7735, 11.3466, 12.351, -0.0022, 0.0001, 0.0015
O, 6.9027, 7.0118, 14.2967, -0.0079, -0.0008, 0.0021
O, 5.2933, 0.3939, 13.0899, 0.0016, 0.002, 0
O, 7.1351, 3.5444, 17.9404, 0.0007, -0.001, 0.0016
O, 2.2253, 7.6972, 14.7953, 0.0021, -0.0012, 0.0029
O, 3.421, 7.1683, 20.0827, 0.0015, 0.0072, 0.0121
O, 9.984, 10.0112, 16.1709, 0.0001, 0.0017, 0.0032
O, 4.2021, 2.8447, 19.5559, 0.0003, 0.0026, 0.0096
O, 3.6925, 1.6408, 10.094, 0.0003, -0.0008, -0.0036
O, 0.3991, 9.0634, 12.8734, -0.0008, -0.0003, 0.0004
O, 10.6821, 0.631, 19.7084, 0.0022, -0.0002, 0.0134
O, -0.0454, 13.3558, 12.9459, 0.0009, -0.0003, -0.0013
O, 9.8192, 1.3039, 14.5685, 0.0002, 0.0004, 0.002
O, 9.5184, 5.346, 20.9332, 0.0024, -0.0087, 0.0134
O, 4.4212, 5.0091, 21.0128, -0.0034, 0.0035, 0.0052
O, 8.09, 8.1237, 16.4285, 0.0007, -0.002, 0.0007
O, 1.3818, 3.0268, 16.4467, -0.0018, 0.0011, 0.0028
O, 11.3857, 8.3971, 17.6944, -0.0003, 0.0009, 0.0024
O, 4.759, 7.6759, 12.9628, -0.0037, -0.0082, 0.0049
O, -0.0112, 11.2171, 11.3471, -0.0004, -0.0016, 0.0016
O, 1.2244, 12.3393, 17.8729, 0.0014, 0.0021, 0.0041
O, 1.5266, 0.0572, 10.7777, 0.0022, 0.0058, -0.0082
O, 0.2551, 4.2131, 20.6168, -0.0072, -0.0025, 0.0074
O, 11.0007, 11.618, 20.7057, -0.0048, 0.0003, 0.0076
O, 10.9088, 4.1547, 15.4412, -0.0023, 0.0019, 0.0009

Results
free energy: -155489.196 eV
free energy less fixed offsets of B -154.04, O -568.88, Si -635.61 eV per atom: -6.536 eV

The program warned: the cutoff lies below the one the program advises for these potential files; the exchange-correlation potential is rough where the density is thin.
